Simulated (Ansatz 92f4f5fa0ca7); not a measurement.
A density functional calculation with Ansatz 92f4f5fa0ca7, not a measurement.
Periodic cell of 221 atoms, Si132O87H1N1, from a study of silicon, its oxide and their interface. The atomic structure is a simulated model.

Settings
functional: PBE
potential files: Ansatz PAW
basis: plane waves
wave-function cutoff: 700 eV
density cutoff ratio: 5
exchange-correlation grid ratio: 1
k mesh: 2 x 2 x 1, shifted by 0.5 0.5 0.5 of a step
self-consistency stop: 5e-08 eV per atom in the density residual
occupations: fixed
spin: none
net charge: 0

Cell vectors (angstrom)
a  10.938  0  0
b  0  10.938  0
c  0  0  32.0263

Atoms: element, x, y, z (angstrom)
Si  -0.1037  0.2403  24.6867
Si  5.8361  -0.2959  24.3399
Si  2.5126  2.9537  24.8002
Si  8.5434  2.4393  24.5396
Si  0.3623  5.2393  24.6144
Si  5.1808  5.9459  24.3605
Si  2.7875  8.0622  24.553
Si  8.1209  8.4332  24.6533
Si  1.3626  1.4077  26.0746
Si  6.8509  1.348  25.771
Si  4.202  4.2137  25.7943
Si  9.583  4.13  25.8247
Si  1.4043  6.8295  25.9786
Si  6.8211  6.8722  25.8237
Si  4.1095  9.6445  25.7211
Si  9.6405  9.6023  25.9636
Si  2.7807  -0.0179  27.2452
Si  8.1928  0.0181  27.2528
Si  -0.0564  2.7867  27.3041
Si  5.4885  2.7423  27.1697
Si  2.795  5.4538  27.2717
Si  8.1787  5.4744  27.1962
Si  0.0102  8.1864  27.2836
Si  5.4358  8.2415  27.1978
Si  4.1018  1.3673  28.608
Si  9.5708  1.3673  28.608
Si  1.3673  4.1018  28.608
Si  6.8362  4.1018  28.608
Si  4.1018  6.8362  28.608
Si  9.5708  6.8362  28.608
Si  1.3673  9.5708  28.608
Si  6.8362  9.5708  28.608
Si  0  0  29.9753
Si  5.469  0  29.9753
Si  2.7345  2.7345  29.9753
Si  8.2035  2.7345  29.9753
Si  0  5.469  29.9753
Si  5.469  5.469  29.9753
Si  2.7345  8.2035  29.9753
Si  8.2035  8.2035  29.9753
Si  1.3673  1.3673  31.3425
Si  6.8362  1.3673  31.3425
Si  4.1018  4.1018  31.3425
Si  9.5708  4.1018  31.3425
Si  1.3673  6.8362  31.3425
Si  6.8362  6.8362  31.3425
Si  4.1018  9.5708  31.3425
Si  9.5708  9.5708  31.3425
Si  2.7345  0  0.6835
Si  8.2035  0  0.6835
Si  0  2.7345  0.6835
Si  5.469  2.7345  0.6835
Si  2.7345  5.469  0.6835
Si  8.2035  5.469  0.6835
Si  0  8.2035  0.6835
Si  5.469  8.2035  0.6835
Si  4.1018  1.3673  2.0507
Si  9.5708  1.3673  2.0507
Si  1.3673  4.1018  2.0507
Si  6.8362  4.1018  2.0507
Si  4.1018  6.8362  2.0507
Si  9.5708  6.8362  2.0507
Si  1.3673  9.5708  2.0507
Si  6.8362  9.5708  2.0507
Si  0  0  3.418
Si  5.469  0  3.418
Si  2.7345  2.7345  3.418
Si  8.2035  2.7345  3.418
Si  0  5.469  3.418
Si  5.469  5.469  3.418
Si  2.7345  8.2035  3.418
Si  8.2035  8.2035  3.418
Si  1.3931  1.3397  4.7221
Si  6.9249  1.2866  4.7942
Si  4.0607  4.1644  4.7611
Si  9.4821  4.1334  4.7646
Si  1.353  6.8759  4.8217
Si  6.8078  6.8372  4.7712
Si  4.1637  9.4552  4.8476
Si  9.5368  9.5985  4.8248
Si  2.8373  0.0056  6.0807
Si  8.1555  -0.0921  6.3686
Si  -0.1731  2.6161  5.9696
Si  5.6047  2.8064  5.9375
Si  2.6429  5.4774  6.2326
Si  8.136  5.5113  6.1616
Si  -0.0027  8.2632  6.1859
Si  5.4214  7.9532  6.3302
Si  3.9859  1.7711  7.2058
Si  9.8427  1.1505  7.5698
Si  1.4029  3.7147  7.215
Si  6.6034  4.2542  7.4878
Si  4.2317  6.2917  7.7993
Si  9.3692  7.0236  7.4552
Si  1.2384  9.8972  7.3922
Si  7.0084  9.1156  7.649
O  1.4199  4.0434  24.1685
O  5.4802  11.0181  22.7696
O  2.6611  2.6994  7.0103
O  8.1928  8.0269  8.0471
N  5.2013  4.8857  8.4021
O  0.1496  0.1019  7.976
O  3.9313  6.977  24.1012
O  9.6798  1.3029  24.2271
O  2.1644  9.3578  8.6334
O  0.9807  3.496  8.8016
O  9.4776  1.9031  9.005
O  6.3215  9.5721  9.0725
O  4.401  2.1112  8.7812
O  3.5229  7.0938  9.0737
O  7.4119  3.4349  8.6712
O  10.096  6.1509  8.6531
O  3.125  2.0114  23.5688
O  4.5321  1.908  21.1988
O  8.0835  2.8367  23.0104
O  10.8841  6.0234  23.2192
O  6.9938  9.4961  24.1032
O  1.988  8.4888  23.1646
O  5.7319  5.8067  22.7943
O  0.5707  10.6926  23.2791
Si  2.8519  8.4233  9.7766
Si  -1.1375  3.4395  19.3061
Si  3.0679  10.4912  19.8943
Si  1.8588  2.439  19.6482
Si  6.6112  2.2927  14.4486
Si  9.7566  -1.5545  13.5985
Si  2.1571  19.046  15.5865
Si  9.3689  3.6808  14.1417
Si  5.6416  9.6922  10.5563
Si  -4.0774  10.9675  16.701
Si  1.6228  3.9462  10.2307
Si  2.6973  12.2272  15.1246
Si  11.2982  10.5255  15.7298
Si  0.0203  -2.5676  11.0121
Si  4.5888  3.5969  9.5053
Si  -3.1724  12.0613  19.2554
Si  1.8537  -5.6439  14.9769
Si  4.3154  3.7032  16.1061
Si  3.829  4.9032  18.8327
Si  5.3138  4.7926  21.5741
Si  13.1405  7.6502  18.5865
Si  8.5075  2.9757  9.7863
Si  -2.7665  4.0137  21.8953
Si  10.5734  -2.9648  20.1501
Si  8.8652  6.6375  14.4827
Si  3.3738  2.6174  22.085
Si  1.2592  9.6435  22.2652
Si  4.6511  9.7327  15.1831
Si  -1.5929  -1.0621  18.0488
Si  5.465  11.5165  21.2193
Si  9.4948  6.5678  22.5589
Si  10.216  5.6652  10.2117
Si  -4.0321  8.6443  13.1685
Si  1.158  3.0188  13.0356
Si  -0.8555  4.928  16.5921
Si  6.2177  1.8324  11.4495
O  -5.4334  10.1026  16.5159
O  4.7129  4.3023  17.5788
O  3.1971  4.2595  10.0312
O  5.4005  3.1322  10.8489
O  1.3272  0.8764  15.9133
O  2.6912  14.6751  19.0708
O  -0.4396  2.8114  13.339
O  -0.6162  9.1187  9.7103
O  2.3866  10.3994  21.3753
O  0.8147  5.2944  10.611
O  9.8682  -3.0241  14.3294
O  3.4565  2.3094  16.1469
O  1.2984  -1.5689  15.0763
O  -2.5428  5.3932  22.7245
O  -1.2725  8.5143  18.895
O  1.6231  7.7965  17.0823
O  8.1048  -1.0373  16.9533
O  11.0536  9.1078  21.2269
O  1.9654  2.5647  21.2776
O  1.6402  8.0698  10.8295
O  4.7843  5.2533  20.1082
O  -1.2527  6.8968  20.978
O  -1.8529  6.1632  16.0734
O  -2.7359  9.6402  13.1758
O  -0.2469  -0.6944  17.2097
O  6.3796  8.6453  11.6079
O  4.0552  9.2676  10.4955
O  1.9141  6.8645  14.5812
O  13.1271  12.9009  13.7268
O  5.6693  9.2915  14.0025
O  0.9747  7.2416  19.5744
O  5.7711  11.2721  10.9613
O  -1.3004  3.5886  15.7594
O  10.0165  7.006  11.1501
O  3.3478  4.8342  15.4375
O  1.4024  2.8637  11.4291
O  7.4079  7.2065  13.8766
O  8.9438  7.8804  23.3369
O  0.2747  2.6008  19.2591
O  -3.9757  11.8879  20.6697
O  3.7138  11.004  14.7475
O  5.6704  3.377  15.2494
O  -1.5111  3.9156  20.8355
O  -4.2372  4.0075  21.1871
O  4.6951  -0.4281  20.1721
O  3.2184  6.3839  18.5158
O  4.0001  4.1042  22.2765
O  6.6892  0.9191  18.0507
O  2.7999  9.124  19.0264
O  -0.1754  9.3296  12.3211
O  5.9191  1.7859  13.0613
O  -1.0245  4.6612  18.2003
O  -1.9725  10.9556  19.2084
O  11.6712  5.1264  16.1772
O  7.0257  1.0294  15.4123
O  -7.1985  8.4575  15.5844
O  -3.0134  3.0404  13.8882
O  13.4033  11.8867  19.2016
O  8.4965  2.5362  18.9358
O  1.4896  4.5113  13.6019
O  9.263  4.323  10.3961
O  7.7759  2.1492  10.9993
O  10.1232  -0.3043  14.5979
O  9.3089  5.2696  13.6663
H  -0.3448  10.031  9.5014

Results
free energy: -133810.734 eV
free energy less fixed offsets of H -17.10, N -388.26, O -569.03, Si -635.61 eV per atom: 0.756 eV

Forces (eV/angstrom), in the order of the atoms: element, x, y, z
Si  -0.0296  0.0422  -0.0144
Si  0.0221  -0.0088  -0.0299
Si  -0.019  -0.0162  -0.0087
Si  0.0154  -0.0217  -0.0251
Si  0.0086  0.0078  -0.0182
Si  -0.0103  0.019  -0.0308
Si  -0.0151  -0.0176  -0.0399
Si  -0.0058  0.0077  -0.0256
Si  -0.0096  -0.0288  -0.015
Si  -0.0153  0.0045  0.0075
Si  -0.0077  0.0007  -0.0003
Si  0.0103  -0.0099  0.0099
Si  -0.0286  0.0099  -0.0089
Si  0.0039  -0.0218  0.0098
Si  -0.0057  0.0026  0.0259
Si  -0.0045  -0.0122  0.0147
Si  0.0227  -0.0163  -0.0004
Si  -0.0098  0.0073  -0.0206
Si  -0.0145  0.0017  -0.0079
Si  0.0014  0.0023  0.011
Si  0.0093  -0.0119  0.0008
Si  -0.0003  0.0033  0.0044
Si  -0.0059  0.0087  -0.0018
Si  -0.0052  0.0092  -0.0034
Si  0.257  0.1803  -0.2281
Si  -0.3136  0.1323  0.3394
Si  0.1403  0.1145  0.2187
Si  0.0754  -0.1517  -0.3033
Si  0.1804  0.2798  0.1288
Si  -0.2512  -0.1589  -0.0506
Si  0.3014  -0.0833  0.061
Si  -0.1633  0.0087  -0.0985
Si  0.0314  0.0409  -0.0471
Si  0.0673  0.0607  -0.0001
Si  -0.0396  -0.0083  -0.0355
Si  0.0086  -0.0458  0.0346
Si  0.0575  0.0276  0.0076
Si  0.0481  0.0806  -0.0398
Si  -0.0145  0.0116  0.0329
Si  -0.0275  -0.059  -0.0312
Si  0.0399  0.0388  0.0093
Si  -0.0118  0.0288  0.0054
Si  -0.0574  -0.0475  -0.0003
Si  0.0027  -0.0327  -0.009
Si  -0.0293  0.0147  -0.0056
Si  -0.0027  -0.0215  0.0211
Si  -0.0048  -0.0059  -0.015
Si  0.0095  0.0068  -0.0004
Si  -0.0087  -0.0345  0.0131
Si  -0.0201  0.0294  0.0041
Si  -0.0316  -0.0107  -0.0114
Si  0.0819  -0.0077  -0.0076
Si  -0.0359  0.0564  0.001
Si  0.0376  0.0003  0.0188
Si  0.0745  -0.0332  -0.0119
Si  -0.0409  0.0268  -0.0164
Si  -0.093  0.0802  0.0804
Si  0.0946  0.1024  -0.0239
Si  0.0561  -0.0849  -0.003
Si  -0.1627  -0.1466  0.0179
Si  0.0477  -0.0169  -0.0418
Si  0.0184  0.0206  0.0389
Si  -0.0927  -0.022  0.0365
Si  0.003  -0.0051  -0.0437
Si  -0.1538  -0.2159  -0.1307
Si  0.226  -0.519  0.4263
Si  0.0118  0.2451  -0.2558
Si  -0.0723  -0.2788  -0.2697
Si  -0.0315  0.123  0.3224
Si  -0.2002  0.149  -0.311
Si  0.0704  -0.0772  0.1557
Si  -0.093  0.1895  0.1685
Si  -0.0043  -0.0068  0.0072
Si  0.0203  -0.0144  -0.0032
Si  0.0096  0.0034  0.0155
Si  -0.0016  -0.0048  0.0038
Si  0.0058  -0.003  -0.0115
Si  -0.0129  0.0223  -0.0234
Si  0.0055  -0.0045  -0.0082
Si  -0.0082  0.012  -0.0089
Si  -0.0045  -0.0174  0.009
Si  0.0319  0.0227  -0.0076
Si  -0.032  0.0308  0.0151
Si  0.0196  -0.0035  -0.0038
Si  0.0196  0.0406  -0.007
Si  -0.0223  -0.0301  0.0141
Si  -0.0058  -0.0104  0.0315
Si  0.0104  0.0033  0.0238
Si  -0.069  0.0458  0.0307
Si  0.0262  0.0191  -0.0107
Si  0.0243  -0.0518  0.032
Si  -0.0156  -0.0445  0.0082
Si  -0.0227  0.0098  0.0086
Si  0.0031  0.0172  0.0043
Si  0.0142  0.0107  -0.0092
Si  0.0006  -0.0108  0.0135
O  0.014  0.0015  -0.0462
O  -0.0004  0.0104  -0.0178
O  0.0334  -0.0198  0.0719
O  0.0085  0.0035  0.0427
N  0.0157  0.0123  0.0156
O  -0.0038  -0.0078  0.05
O  0.0067  -0.0094  -0.0281
O  0.0212  -0.0048  -0.0416
O  -0.0058  -0.0168  0.0117
O  0.0439  0.0253  0.0291
O  -0.0158  -0.0083  0.0006
O  -0.0083  -0.0038  0.0212
O  -0.0127  0.0079  -0.0015
O  0.002  0.0148  0.001
O  0.0043  0.0227  -0.0087
O  -0.0065  0.0051  0.0237
O  0.0085  0.0353  -0.026
O  0.0038  -0.0199  0.0012
O  0.004  0.013  -0.007
O  -0.0149  -0.0036  -0.005
O  0.0056  0.0002  -0.0425
O  0.0148  0.0119  0.0041
O  0.0013  -0.0084  0.0025
O  0.0006  -0.0158  0.0001
Si  -0.0063  0.0153  0.0054
Si  -0.005  0.014  0.0073
Si  0.0066  -0.0044  0.0138
Si  -0.011  0.0004  0.012
Si  -0.0043  -0.0011  0.001
Si  0.0029  0.005  0.0027
Si  0.0022  -0.0014  -0.008
Si  -0.0002  -0.0041  -0.0048
Si  -0.0013  -0.0023  0.0043
Si  -0.0039  -0.0029  -0.0094
Si  -0.0045  -0.0063  -0.0153
Si  0.0019  0  -0.0006
Si  0.0035  0.0054  -0.0036
Si  0.0051  0.0054  0.0039
Si  -0.0185  -0.0112  0.005
Si  -0.0094  0.0019  0.0005
Si  0.0031  0.0045  -0.0014
Si  0.0068  0.0038  -0.0026
Si  0.0236  0.0018  -0.0065
Si  -0.0018  0.0077  0.0044
Si  -0.0063  -0.002  -0.0095
Si  0.0138  -0.0025  0.0139
Si  0.0067  0.0053  0.016
Si  -0.0114  -0.0071  0.0088
Si  -0.0054  -0.0004  0.0009
Si  -0.0043  0.0025  0.0186
Si  -0.0008  0.0007  -0.0012
Si  0.0021  -0.0012  -0.0025
Si  0.0033  -0.0096  -0.0074
Si  0.0012  0.001  0.0099
Si  -0.0082  -0.0035  0.0065
Si  0.0036  -0.0074  0.0062
Si  -0.0064  -0.0034  0.0023
Si  0.0009  -0.0078  -0.0054
Si  -0.0013  0.0071  0
Si  0.0009  -0.0095  0.0154
O  0.0137  0.0166  -0.0263
O  -0.0193  0.0041  -0.0013
O  -0.008  -0.0245  -0.0058
O  0.0006  -0.0029  0.0081
O  0.006  -0.0116  -0.0174
O  -0.0046  -0.0025  -0.0077
O  -0.0019  0.0175  0.0122
O  0.0199  0.0048  0.0273
O  -0.0061  -0.0109  -0.022
O  -0.0077  -0.0277  -0.0101
O  -0.0221  0.0175  -0.0168
O  0.0048  0.0114  -0.0254
O  0.0166  -0.0086  0.0105
O  0.011  -0.0061  -0.0357
O  0.0195  0.0028  0.0075
O  0.0184  0.0106  0.0003
O  -0.0001  0.0249  0.0169
O  0.0135  -0.0101  -0.0049
O  0.0204  -0.0097  -0.0274
O  -0.0154  0.0186  -0.0123
O  -0.0129  -0.01  -0.0154
O  0.0178  0.0182  0.0013
O  0.0195  -0.0225  -0.0049
O  0.0074  -0.0335  0.0058
O  -0.0184  -0.0082  -0.008
O  -0.0084  0.0193  -0.0121
O  0.0145  -0.0113  -0.0137
O  0.0005  -0.0029  0.0295
O  -0.0016  0.0122  0.0129
O  0.0079  -0.0008  0.0076
O  0.004  0.0259  -0.0095
O  0.0093  -0.0043  -0.0097
O  0.0009  0.03  -0.0205
O  0.0048  0.0171  -0.0049
O  -0.0144  -0.0126  -0.0027
O  0.0006  0.0278  0.0034
O  0.0148  0.0241  -0.0071
O  -0.0048  -0.0098  -0.0058
O  0.0069  0.0145  0.0043
O  -0.0186  -0.0065  -0.0173
O  0.0035  -0.0018  0.0184
O  -0.0023  -0.0202  -0.0035
O  0.0009  -0.0066  -0.011
O  0.0213  0.0048  0.0092
O  -0.01  0.0113  0.0026
O  -0.0184  -0.0022  0.0101
O  -0.0163  -0.0123  -0.0171
O  0.0276  -0.0205  -0.0014
O  -0.0083  -0.0013  -0.0006
O  -0.0196  -0.0138  -0.0042
O  -0.0002  0.0101  0.0003
O  0.0026  -0.0244  -0.0134
O  -0.0227  0.0057  -0.0181
O  -0.0005  -0.0034  -0.019
O  -0.0174  0.0114  0.0057
O  -0.0236  0.0178  -0.0081
O  0.0135  0.0036  0.0154
O  -0.0043  0.0052  0.0138
O  0.0123  -0.0034  -0.0036
O  0.0016  -0.0146  0.0114
O  0.0042  0.0004  -0.0267
O  -0.0175  0.0035  -0.0174
O  -0.0022  -0.0177  0.0019
O  0.0008  -0.0148  0.0183
H  -0.0011  -0.0088  -0.002

The program warned: the cutoff lies below the one the program advises for these potential files; the exchange-correlation potential is rough where the density is thin.
